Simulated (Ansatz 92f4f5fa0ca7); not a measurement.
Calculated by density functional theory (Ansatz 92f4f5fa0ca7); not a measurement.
Periodic cell of 240 atoms, Si134O106, from a study of silicon, its oxide and their interface. The atomic structure is a simulated model.

Settings: functional r2SCAN; potential files Ansatz norm-conserving; basis plane waves; wave-function cutoff 1300 eV; density cutoff ratio 4; exchange-correlation grid ratio 1; k mesh 2 x 2 x 1, shifted by 0.5 0.5 0.5 of a step; self-consistency stop 5e-08 eV per atom in the density residual; occupations Fermi-Dirac, 0.05 eV; spin none; net charge 0.

Cell vectors (angstrom)
a  11.5403  0  0
b  0  15.3871  0
c  4.0484  5.4753  23.5427

Atoms and the computed forces on them: element, x, y, z (angstrom), force x, y, z (eV/angstrom)
Si  1.0463  12.104  0.4182  -0.3309  0.0058  -0.6279
Si  8.0342  0.6695  1.8401  -0.5322  -0.3329  -0.1374
Si  -0.8052  3.3081  0.4233  0.5357  0.3781  -0.7402
Si  0.9682  8.9558  0.22  -0.569  -0.0305  -0.9425
Si  4.3586  -3.3647  -0.3183  -0.0633  0.1981  -0.2698
Si  3.6771  1.0467  -0.9375  -0.2638  0.1238  0.0241
Si  3.5847  4.4384  1.7165  0.0105  -0.2534  -0.5901
Si  4.3612  9.0843  -1.5268  -0.1108  -0.0258  -0.4304
Si  8.1264  12.3044  1.813  0.2898  -0.009  -0.0176
Si  6.5141  -0.1454  -0.7433  -0.0197  -0.0606  -0.2289
Si  7.9671  4.495  1.2033  0.464  -0.0211  0.3107
Si  7.3747  9.4119  -1.2171  0.1745  0.0546  -0.1082
Si  -0.8742  12.2874  1.828  0.0853  -0.1881  -0.3339
Si  0.3314  0.5394  2.1115  -0.0664  0.0591  -0.076
Si  0.4872  4.357  1.9603  0.1043  -0.3693  -0.8409
Si  -0.7313  8.4168  1.777  0.1757  -0.0318  0.0296
Si  3.1551  -3.1797  1.6316  -0.2216  0.1598  -0.0099
Si  2.783  0.7735  2.0693  0.4832  0.1287  -0.5514
Si  4.5701  3.9582  -1.2541  -0.4458  0.2438  -0.2476
Si  3.1369  8.3651  1.2049  0.3896  -0.146  -0.4105
Si  6.7273  -3.1207  -0.1279  0.4367  -0.0252  -0.2624
Si  10.0973  1.0826  0.6867  0.0268  -0.0066  -0.6515
Si  7.6605  4.2193  -1.124  0.0991  0.0534  -0.9857
Si  8.3997  8.4571  1.6712  -0.2889  0.1932  -0.599
Si  -0.2881  -1.3893  3.2954  0.051  0.3731  0.0493
Si  -0.0149  2.514  3.3674  -0.0444  0.3409  0.2798
Si  -0.0624  6.4134  2.9404  -0.146  0.0295  0.0972
Si  -0.3549  10.3413  3.1009  -0.0374  0.1  -0.0226
Si  3.578  -1.2612  2.966  -0.0131  -0.1365  0.0035
Si  3.7339  2.6233  3.2181  -0.1519  -0.1221  -0.0134
Si  3.785  6.5612  2.7407  0.023  -0.061  0.0517
Si  3.6098  10.2072  2.721  0.0149  0.0441  0.1777
Si  7.6899  -1.2208  3.2004  0.0989  -0.1305  0.1465
Si  7.6401  2.6754  2.9318  0.2131  0.2313  0.1003
Si  7.7326  6.4116  2.6924  0.0462  -0.1682  0.2049
Si  7.6964  10.3266  3.0039  0.0711  0.0991  0.0024
Si  9.4065  -1.325  4.7882  -0.1082  0.0063  0.1401
Si  -2.0768  2.5636  4.5194  0.1484  0.0278  0.1347
Si  -2.0092  6.2952  4.2998  0.0289  -0.2164  -0.1014
Si  9.4091  10.3396  4.6128  0.2805  -0.0994  -0.108
Si  1.7359  -1.3993  4.4127  -0.1502  -0.104  0.1258
Si  1.9118  2.7004  4.6272  -0.1499  -0.1307  0.0605
Si  1.9275  6.5074  4.1944  -0.1694  -0.0892  0.047
Si  1.7356  10.2652  4.1794  -0.1174  -0.091  0.0442
Si  5.5933  -1.1818  4.3308  0.072  0.0885  -0.0224
Si  5.7426  2.5952  4.4016  0.0681  -0.0111  0.0108
Si  5.8074  6.5097  4.1557  0.1687  -0.0704  0.0664
Si  5.6021  10.3323  4.1062  -0.0598  0.0532  -0.0422
Si  9.3036  12.1022  6.1897  0.0258  -0.0209  0.0778
Si  9.3941  0.6542  6.0385  0.0053  0.0394  -0.1487
Si  9.5428  4.4948  5.8655  -0.1301  -0.0046  -0.2311
Si  -1.8794  8.2597  5.5908  0.0321  0.2809  0.3922
Si  1.5634  12.0551  5.6838  0.4746  0.2407  0.0727
Si  1.7629  0.6077  5.6297  0.1474  0.055  0.0568
Si  1.9626  4.7223  5.7447  -0.341  0.0305  0.0513
Si  1.9023  8.3836  5.5379  0.0656  -0.0452  0.1241
Si  5.5043  12.2289  5.5942  0.0587  -0.1092  0.088
Si  5.6472  0.7168  5.8551  0.0155  -0.009  -0.0562
Si  5.7377  4.5447  5.7335  -0.0208  -0.0414  -0.0498
Si  5.9231  8.4874  5.5286  0.027  0.1149  0.1939
Si  -0.127  12.0846  7.3589  -0.0739  -0.1628  -0.2516
Si  -0.0349  0.6358  7.1052  0.0568  0.0825  -0.1325
Si  0.0345  4.552  7.0667  0.0198  0.1708  -0.1113
Si  0.0515  8.3026  6.9703  -0.0001  -0.0274  -0.0174
Si  3.5219  12.2694  6.8946  -0.2098  -0.0403  -0.0369
Si  3.5858  0.7109  7.0467  -0.1554  -0.2368  0.1408
Si  3.8138  4.5936  7.1759  -0.0334  0.0757  0.1042
Si  3.9244  8.3871  6.7186  -0.0118  -0.0602  -0.0614
Si  7.1436  12.0114  7.348  -0.1427  0.0908  -0.2751
Si  7.4607  0.6626  7.458  0.0294  -0.0317  0.0022
Si  7.6173  4.4433  7.2576  0.0961  -0.0014  -0.1987
Si  7.9173  8.5136  7.0917  0.2659  -0.1239  0.0672
Si  0.6164  14.1113  8.3566  0.0343  0.2199  0.6138
Si  7.8417  2.5997  8.8901  -0.0488  0.1592  0.0862
Si  0.0898  6.4429  8.4362  0.1445  0.1339  0.128
Si  0.0594  10.0543  8.5914  0.0357  -0.035  0.2048
Si  3.0931  14.156  8.3022  0.2144  -0.0486  -0.1678
Si  2.9179  2.6126  8.3138  0.3346  -0.1487  0.4977
Si  3.9364  6.6677  8.3271  0.1984  0.1086  -0.0447
Si  3.7441  10.2755  8.0393  0.1507  0.1248  0.1172
Si  4.8932  13.897  9.8115  -0.2456  0.8011  0.3838
Si  10.1568  2.5076  9.85  0.5939  0.0343  0.813
Si  7.7134  6.5331  8.2499  -0.2663  0.0537  0.068
Si  5.8728  10.6154  8.9839  -0.479  -0.5165  0.1108
Si  7.0122  -1.4025  8.616  -0.2649  -0.2863  -0.4485
Si  0.4459  2.6107  8.2851  -0.093  -0.0269  0.1606
Si  9.2426  4.6867  11.7176  0.1655  0.3965  0.1773
Si  9.6157  9.2251  9.6318  0.2173  0.5609  -0.0847
Si  7.0606  12.6907  12.8  0.0103  -0.1437  0.7848
Si  3.7557  3.0271  11.2774  -0.0363  0.029  0.0162
Si  2.0637  7.0608  9.6473  0.133  0.1641  0.1899
Si  2.1501  9.505  9.6168  -0.129  -0.3465  -0.4247
Si  10.3751  14.8717  10.8346  0.4183  0.1619  0.4115
Si  6.846  2.858  11.1604  -0.0817  -0.1193  0.0088
Si  9.6102  6.9089  9.4985  -0.1425  -0.7519  0.5266
Si  3.2812  10.2314  11.5262  0.0338  -0.5225  0.4445
Si  10.1665  9.6023  12.5801  0.1658  -0.0008  0.2601
Si  12.4963  14.8239  19.5165  0.164  -0.0739  -0.2825
Si  1.4672  11.0831  12.7435  -0.0119  0.1018  0.3468
Si  5.0341  7.6163  12.3778  0.0745  -0.4379  0.2875
Si  8.2596  13.9967  10.5639  0.148  -0.3005  0.4181
Si  9.6228  2.7952  16.1297  -0.0396  -0.027  -0.1875
Si  9.9675  4.3745  18.6489  0.0037  0.1955  -0.1039
Si  5.833  5.8765  16.7768  0.0136  0.2247  0.0676
Si  1.5945  12.5552  15.2736  0.0808  0.0216  0.1718
Si  8.2502  10.731  14.8989  -0.1245  -0.1837  0.3673
Si  5.9312  7.3978  9.474  0.0632  -0.0224  0.5023
Si  7.1497  7.8432  14.8082  0.1611  0.1357  0.3781
Si  0.7633  13.9957  12.8342  0.306  0.0392  0.431
Si  9.9689  6.7764  13.7475  -0.0313  0.1387  0.4595
Si  6.4174  3.9918  21.8317  -0.0046  0.0834  -0.1498
Si  6.7705  3.0309  16.3919  -0.0909  -0.0259  -0.0094
Si  1.0918  5.8298  14.2301  -0.0555  0.0964  0.2328
Si  3.7718  14.6035  15.5977  -0.0099  -0.1175  0.0844
Si  6.6564  -0.1507  11.7104  -0.3543  0.3548  0.3901
Si  3.2963  15.937  18.1782  0.0875  -0.0545  0.0651
Si  2.8742  5.9227  16.5261  0.0909  0.1524  -0.1463
Si  4.6053  12.383  21.3641  0.0862  -0.2772  -0.1861
Si  1.1239  5.7132  18.8902  -0.0016  -0.0199  -0.0173
Si  5.9037  15.632  17.1771  -0.0135  -0.0642  0.0596
Si  8.2257  14.5781  19.0434  -0.0645  -0.1536  -0.3899
Si  4.9153  11.7681  10.837  0.811  -0.0878  0.3463
Si  2.617  0.899  13.3452  -0.1685  -0.2411  0.3664
Si  11.8658  12.063  18.1702  -0.0808  -0.1869  -0.1439
Si  0.7229  2.8066  15.0493  -0.0839  0.0111  0.043
Si  4.4286  9.6373  21.3637  -0.0158  -0.2023  -0.0471
Si  2.1121  11.0918  20.437  0.2376  -0.1359  -0.142
Si  6.799  10.764  20.2044  -0.0603  -0.1348  -0.1512
Si  2.1884  3.318  17.6481  0.0022  -0.1777  0.0793
Si  2.6026  5.9356  11.6947  -0.2658  0.1766  -0.0591
Si  10.3435  1.3996  18.6506  0.0658  -0.0242  -0.1377
Si  7.0592  4.3863  19.0027  -0.0854  0.095  -0.1337
Si  8.8496  11.6324  17.962  -0.0927  -0.2339  -0.0833
Si  12.84  6.8096  21.6355  0.1835  0.1344  -0.4813
O  6.7792  0.4147  0.7518  0.5185  0.1017  0.0297
O  0.0314  3.0715  -1.0334  -0.2908  0.0763  0.018
O  3.9184  8.1349  -0.2788  -0.4185  0.2527  0.4795
O  4.9879  0.146  -1.0919  0.1091  -0.0042  0.0534
O  4.6217  11.0087  22.2596  -0.0196  0.135  -0.3363
O  6.135  3.9973  -1.6708  0.3381  -0.0201  0.0678
O  3.3805  1.2797  0.6247  -0.2018  -0.1439  -0.1041
O  5.7373  9.4933  20.3697  -0.0903  0.3158  0.3297
O  7.8456  8.6244  0.1097  0.1348  0.0473  0.4189
O  5.9457  8.8387  -1.6875  -0.0726  0.1052  0.099
O  6.1561  9.0243  9.3778  0.1736  0.0438  -0.1354
O  11.5717  14.2912  9.8948  -0.0625  -0.0547  -0.173
O  1.2536  12.6018  12.1315  -0.1041  -0.0036  0.1835
O  3.4717  2.3304  9.8491  -0.1685  0.1537  -0.3067
O  9.1447  5.9977  10.7862  0.1264  -0.062  0.1099
O  8.5668  9.562  8.3509  -0.3497  -0.4176  -0.4454
O  1.1819  13.1912  -0.8509  0.1349  -0.2703  0.4737
O  -1.9785  4.4692  0.6204  -0.7415  -0.0103  0.2761
O  3.7857  5.119  -2.0904  0.1237  -0.1629  0.1267
O  7.3454  0.6519  -1.8462  0.028  0.0196  0.1951
O  4.8592  13.6631  22.2923  0.2462  0.3317  0.5489
O  4.4933  4.27  0.3392  -0.2816  0.0387  0.4664
O  0.9785  10.5617  -0.2228  0.2623  -0.1442  0.5944
O  6.2007  3.7992  20.238  0.2674  0.1403  0.2777
O  3.7778  -2.1783  -1.2965  0.0225  -0.292  0.0293
O  2.8936  15.4501  16.6799  0.2529  -0.0054  0.0507
O  3.8937  2.512  -1.6158  0.1091  -0.1332  0.3083
O  8.6161  7.2463  14.4809  0.0813  -0.0377  -0.2599
O  2.008  4.3351  1.2672  0.0142  0.1676  0.5642
O  7.718  10.809  18.8424  0.0707  0.2112  0.1855
O  3.6477  8.77  -2.9804  0.2904  0.1849  0.3787
O  4.0427  10.6095  -1.0872  0.1227  0.0356  0.0587
O  6.9546  -1.6968  -0.9078  -0.1879  0.0952  0.1861
O  12.4711  10.9077  21.5638  -0.1657  -0.3817  0.3182
O  3.1021  12.3944  20.6887  0.0504  -0.1773  0.165
O  5.8412  12.11  20.2875  -0.1438  -0.087  0.3027
O  7.3419  11.0236  -1.0043  -0.1362  -0.1797  0.0705
O  9.3577  15.7014  19.3299  0.0133  0.0556  0.0478
O  7.2739  9.4402  15.0938  0.1519  -0.0195  -0.2118
O  10.3007  3.644  11.0626  -0.3008  -0.1866  -0.5665
O  10.2849  1.1051  10.7092  -0.1279  -0.129  -0.4248
O  6.6772  14.2815  13.0716  -0.0223  -0.1611  -0.5658
O  5.943  7.1685  11.1047  -0.2146  0.1933  -0.2643
O  9.363  9.841  11.165  -0.1074  -0.1092  -0.2756
O  4.2264  9.0149  12.2022  -0.158  0.4012  -0.2783
O  6.7496  7.042  16.1502  -0.1186  -0.1533  -0.1719
O  7.5231  11.9865  14.1873  -0.0416  0.1997  -0.6069
O  3.3908  1.9891  12.4592  0.0851  0.1085  -0.2379
O  1.7989  -0.1877  12.4529  -0.0886  -0.1089  0.0695
O  9.4703  10.2568  13.9095  -0.0257  -0.0756  -0.3423
O  8.6632  11.2498  16.3875  0.0124  -0.0108  -0.1234
O  10.3279  2.9053  19.2853  -0.1367  -0.0048  -0.1838
O  6.939  1.4318  11.9792  -0.1318  0.2087  -0.1861
O  0.8244  12.177  16.633  0.0268  0.114  -0.0083
O  7.8121  3.9414  11.8989  0.0423  -0.016  -0.2371
O  6.0366  7.6153  13.6568  -0.2556  0.0754  -0.2929
O  9.742  5.2909  13.1331  -0.0817  -0.0627  -0.3443
O  11.2563  6.5514  14.7354  0.0208  -0.1255  -0.423
O  7.2707  15.2255  17.8999  0.0188  -0.0137  0.134
O  5.9898  4.4213  15.9956  0.1372  -0.0304  0.2096
O  1.537  1.6407  14.308  0.179  -0.0384  -0.1843
O  10.8228  14.45  12.3655  -0.0389  0.075  -0.542
O  13.896  6.0671  22.6301  -0.172  0.3253  0.5073
O  3.1167  9.8037  20.4054  -0.0265  0.26  0.2862
O  9.8431  4.1576  17.0235  -0.0319  -0.2706  0.1787
O  3.9063  6.4496  12.5266  0.0294  0.1945  -0.2025
O  6.2598  5.627  18.3234  0.112  -0.3772  -0.1429
O  2.8234  4.3479  11.4067  0.1942  -0.0698  -0.0374
O  8.1221  2.8431  15.5047  0.0091  0.0262  0.343
O  8.5756  4.8807  19.3346  -0.0829  -0.2582  -0.1057
O  3.1184  13.1155  15.4913  -0.229  0.2111  -0.052
O  5.3294  3.4407  11.3025  0.0233  -0.2217  -0.0076
O  0.1156  10.2268  12.4499  0.0012  0.0414  -0.0257
O  1.1195  4.2273  14.4137  -0.0654  0.0693  0.0727
O  5.9314  1.6413  16.3105  0.1204  0.0133  0.1387
O  4.3483  6.5252  16.7485  -0.1099  -0.3065  -0.0485
O  3.0821  4.3059  16.7099  -0.2738  0.1121  0.13
O  6.499  5.6186  22.0304  0.1724  -0.208  0.0557
O  2.3575  6.3966  15.0684  -0.1013  -0.2758  0.1029
O  10.6531  2.6563  14.8855  0.1285  0.0511  0.3569
O  1.6496  4.1677  18.9184  -0.0664  0.2895  -0.2981
O  1.6891  11.2072  14.3663  -0.1865  0.2606  -0.339
O  9.8775  1.5021  17.0941  0.0758  0.3104  0.1644
O  10.3377  7.9888  12.7264  -0.1437  0.0155  -0.0276
O  7.2042  3.1518  17.9557  -0.0462  0.2334  -0.0347
O  1.7423  6.601  20.0904  -0.2196  -0.0103  0.334
O  3.7028  15.4435  14.2168  -0.1953  0.0511  -0.1125
O  8.2075  12.6723  11.6231  -0.3082  0.2381  -0.1686
O  1.0199  2.7531  16.661  0.1256  0.1762  -0.0753
O  1.7177  6.4239  17.5518  0.0748  -0.3349  0.1022
O  10.4219  11.3058  18.2806  0.0612  0.2591  0.0229
O  11.8242  16.183  18.9194  -0.1412  -0.1094  0.1187
O  3.0147  2.1252  18.316  -0.0911  -0.0468  -0.1814
O  8.5836  2.892  -1.4856  -0.2759  0.0774  0.1825
O  5.3127  14.5051  16.1374  -0.241  0.3204  0.1199
O  2.5371  14.9899  19.2241  -0.3024  0.0764  -0.0576
O  1.2969  6.1448  12.6539  0.1853  -0.1064  0.0437
O  5.1727  -0.2636  10.9641  0.292  -0.6319  -0.2222
O  4.8776  15.7477  18.4315  -0.1168  0.0401  -0.3896
O  5.767  11.8662  12.2706  0.0722  0.262  -0.205
O  11.7929  13.561  18.7792  0.1535  0.1442  0.1925
O  1.4233  11.1965  18.9801  -0.0764  0.1889  0.2711
O  12.4357  14.62  21.1098  -0.1632  0.0321  0.0738
O  8.6929  13.2033  18.3166  -0.0466  0.1438  0.2008
O  11.0427  5.5702  18.8962  0.154  -0.2302  -0.0308
O  0.7578  13.7087  14.4561  0.1662  -0.1311  -0.4391

Results
free energy: -64966.510 eV
free energy less fixed offsets of O -463.61, Si -117.95 eV per atom: -18.550 eV
pressure: -1.76 GPa
stress xx, yy, zz, yz, xz, xy (GPa, positive in tension): 1.88, 1.88, 1.52, -0.09, 0.04, 0.43
